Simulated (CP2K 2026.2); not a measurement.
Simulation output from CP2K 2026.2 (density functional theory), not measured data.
Periodic cell of 504 atoms, Si360O144, from a study of silicon, its oxide and their interface. The atomic structure is a simulated model.
Doubt: the forces sum to 2.82 eV/angstrom along one axis rather than to zero, so they err by at least 0.0056 eV/angstrom per atom on average; the grid cutoff is modest.

Settings: functional PBE; method Gaussian and plane waves; basis set DZVP-MOLOPT-SR-GTH; pseudopotentials GTH-PBE; grid cutoff 300 Ry, relative cutoff 40 Ry; k points Gamma only; occupations fixed; spin none; net charge 0.

Cell vectors (angstrom)
a 16.32 0 0
b 0 16.32 0
c 1.883 -8.0548 33.4588

Atoms and the computed forces on them: element, x, y, z (angstrom), force x, y, z (eV/angstrom)
Si 1.698 -1.416 0.218 -0.196 -0.004 0.627
Si 4.428 1.26 0.188 -0.319 0.093 0.671
Si 1.1 4.406 0.026 0.122 -0.198 0.719
Si 4.271 6.567 0.093 -0.023 0.12 0.664
Si 0.999 -6.554 0.047 0.25 -0.08 0.696
Si 3.942 -3.634 0.101 0.043 -0.341 0.659
Si 6.483 -1.127 0.251 0.255 -0.178 0.731
Si 9.674 0.962 0.12 0.044 0.217 0.68
Si 6.452 4.34 0.068 0.206 -0.029 0.726
Si 9.273 7.007 -0.155 0.183 -0.123 0.709
Si 7.085 9.281 -0.095 -0.159 0.07 0.688
Si -6.488 -4.372 -0.018 -0.187 0.087 0.713
Si -4.424 -1.218 -0.019 0.277 -0.067 0.753
Si -1.668 1.649 -0.156 0.24 -0.281 0.75
Si -3.874 3.874 0.142 -0.19 0.028 0.75
Si -1.21 6.528 0.175 -0.041 0.195 0.733
Si -4.164 -6.524 0.054 0.004 -0.245 0.68
Si -1.206 -4.365 0.146 0.039 0.24 0.739
Si 2.836 0.102 1.522 0.008 -0.022 -0.034
Si 5.471 2.806 1.535 0.013 0.032 -0.034
Si 2.7 5.442 1.408 0.02 -0.001 -0.04
Si 5.5 8.165 1.285 0.015 0.002 -0.066
Si 2.728 -5.382 1.192 0.023 -0.016 -0.068
Si 5.396 -2.654 1.618 0.002 0.016 -0.034
Si 8.167 -0.105 1.505 -0.006 0.016 -0.02
Si -5.485 2.649 1.317 -0.008 -0.021 -0.043
Si 8.13 5.485 1.259 -0.001 0.023 -0.043
Si -5.412 8.129 1.188 -0.052 0.019 -0.018
Si 8.204 -5.483 1.277 0.001 0 -0.082
Si -5.48 -2.762 1.381 -0.001 0.001 -0.051
Si -2.754 -0.01 1.173 -0.026 -0.002 -0.052
Si -0.024 2.71 1.228 -0.02 -0.013 -0.081
Si -2.715 5.367 1.505 0.007 -0.023 -0.05
Si -0.065 8.179 1.411 -0.01 -0.012 -0.02
Si -2.711 -5.456 1.543 0.01 0.014 -0.06
Si 0.014 -2.686 1.288 0.018 -0.012 -0.046
Si 1.325 1.42 2.697 0 0.023 0.029
Si 4.01 4.088 2.816 -0.001 0.011 0.034
Si 1.364 6.843 2.736 0.001 0.003 0.027
Si 4.085 9.555 2.584 -0.015 -0.021 0.008
Si 1.384 -4.061 2.667 -0.006 0.017 0.021
Si 4.089 -1.277 2.945 -0.021 0.008 0.031
Si 6.859 1.387 2.802 -0.01 -0.02 0.005
Si 9.489 4.083 2.626 -0.008 0.005 -0.001
Si 6.814 6.815 2.707 0.003 -0.002 0.022
Si 9.563 -6.842 2.654 -0.001 -0.021 0.031
Si 6.844 -4.128 2.706 0.02 -0.021 -0.012
Si -6.823 -1.477 2.819 0.016 -0.004 0.027
Si -4.082 1.308 2.668 0.017 -0.017 0.022
Si -1.319 4 2.763 0.027 -0.02 0.048
Si -4.117 6.809 2.684 -0.006 0.022 0
Si -1.39 -6.854 2.841 0.006 -0.003 0.03
Si -4.076 -4.032 2.778 -0.004 -0.003 0.03
Si -1.382 -1.326 2.607 -0.011 -0.01 0.004
Si -0.03 0.011 4.022 0.002 0.003 -0.007
Si 2.662 2.727 4.137 0.01 -0.006 0.003
Si 0.015 5.434 4.083 -0.004 -0.006 -0.016
Si 2.753 8.213 4.036 0.007 0.003 0.003
Si 0.027 -5.424 4.068 0.007 0.011 -0.02
Si 2.683 -2.722 4.129 -0.008 0.014 -0.011
Si 5.495 0.064 4.202 0.002 -0.011 0.005
Si 8.202 2.764 4.104 0.011 -0.002 0.009
Si 5.435 5.47 4.085 0.007 0.002 -0.021
Si 8.187 -8.161 4.061 0.007 0.006 -0.019
Si 5.436 -5.465 4.03 -0.007 -0.007 -0.011
Si 8.143 -2.802 4.152 -0.01 0.002 0.024
Si -5.427 -0.037 4.071 -0.004 0.014 -0.022
Si -2.731 2.66 4.075 -0.005 -0.001 -0.012
Si -5.471 5.43 4.024 -0.005 -0.01 -0.003
Si -2.774 8.114 4.127 -0.005 -0.003 0.023
Si -5.441 -5.458 4.066 -0.027 -0.011 -0.02
Si -2.693 -2.662 4.067 -0.012 0.01 0.009
Si 1.35 -1.367 16.365 -0.005 0.002 -0.001
Si 4.066 1.318 16.321 -0.015 -0.007 -0.009
Si 1.324 4.043 16.305 -0.009 -0.027 -0.009
Si 4.086 6.826 16.262 -0.002 0.014 -0.014
Si 1.326 -6.774 16.295 0.022 -0.008 -0.016
Si 4.063 -4.046 16.324 0.021 -0.005 -0.003
Si 6.762 -1.363 16.326 -0.002 -0.002 -0.014
Si -6.791 1.371 16.36 -0.003 0.019 0.002
Si 6.83 4.064 16.263 -0.01 0.005 -0.015
Si -6.725 6.815 16.269 0.007 -0.001 -0.007
Si 6.807 -6.765 16.261 0.014 -0.002 -0.019
Si -6.803 -4.092 16.312 0 0 -0.003
Si -4.067 -1.37 16.357 0.001 -0.005 -0.007
Si -1.347 1.328 16.341 -0.002 0.009 -0.005
Si -4.098 4.083 16.31 -0.001 0.008 -0.002
Si -1.383 6.786 16.342 0.005 -0.006 -0.004
Si -4.066 9.513 16.323 0.002 0 -0.011
Si -1.357 -4.075 16.391 -0.001 -0.006 -0.005
Si 2.727 -0.038 17.74 0.023 0.015 -0.015
Si 5.451 2.707 17.598 0.024 -0.002 0.005
Si 2.669 5.484 17.561 0.016 -0.001 -0.026
Si 5.489 8.171 17.599 -0.018 0.001 0.015
Si 2.708 -5.437 17.642 -0.014 -0.006 0.011
Si 5.389 -2.681 17.729 -0.027 0.008 0
Si 8.109 0.012 17.663 -0.007 0.006 0.012
Si -5.387 2.716 17.729 0.009 -0.002 0
Si 8.257 5.411 17.558 0.002 0.001 -0.023
Si -5.403 8.162 17.699 0 -0.029 0.028
Si 8.118 -5.415 17.667 0.001 -0.004 -0.01
Si -5.431 -2.76 17.677 -0.003 0.004 -0.002
Si -2.681 -0.033 17.731 0.017 -0.018 -0.003
Si 0.004 2.666 17.721 0.03 0.015 0.005
Si -2.779 5.437 17.696 -0.001 0.006 0.017
Si -0.045 -8.111 17.661 -0.007 0.001 -0.004
Si -2.717 -5.481 17.72 -0.004 -0.002 -0.006
Si -0.01 -2.691 17.771 -0.013 0.004 0.017
Si 1.387 1.306 19.115 -0.03 0.023 -0.002
Si 4.078 4.143 18.822 -0.023 0.003 -0.034
Si 1.324 6.834 18.938 0.02 -0.006 -0.026
Si 4.093 -6.817 18.942 0.007 -0.003 -0.046
Si 1.382 -4.092 19.053 0.03 -0.011 -0.034
Si 4.061 -1.352 19.194 0.006 0.017 0.008
Si 6.755 1.382 19.043 -0.01 -0.014 -0.042
Si -6.751 4.129 19.025 0.01 0.015 -0.007
Si 6.947 6.803 18.856 0.02 0.02 -0.054
Si -6.834 9.527 18.981 -0.018 0.011 -0.029
Si 6.732 -4.07 19.045 0.029 -0.03 -0.013
Si 9.467 -1.399 18.953 -0.015 -0.013 -0.052
Si -4.012 1.326 19.093 -0.003 0.037 -0.01
Si -1.452 4.002 19 -0.023 -0.023 -0.037
Si -4.04 6.847 19.14 0.017 0.002 -0.03
Si -1.388 -6.836 19.136 -0.038 -0.008 -0.001
Si -4.076 -4.126 19.062 -0.006 0 -0.02
Si -1.372 -1.348 19.207 0.019 -0.016 0.005
Si 0.073 -0.039 20.627 0.011 -0.01 0.041
Si 2.761 2.865 20.245 0.009 -0.009 0.03
Si -0.161 5.535 20.18 -0.053 0.041 0.03
Si 2.759 8.099 20.276 0.018 0 0.052
Si 0.012 -5.455 20.401 0.001 0.009 0.04
Si 2.729 -2.814 20.524 0 -0.002 0.091
Si 5.362 0.122 20.544 -0.008 0.031 0.066
Si 8.204 2.754 20.316 -0.016 -0.013 0.047
Si 5.545 5.445 20.068 0.014 -0.018 0.044
Si 8.217 8.109 20.341 0.014 -0.009 0.046
Si 5.4 -5.474 20.376 -0.01 -0.023 0.06
Si 8.058 -2.669 20.363 0.003 0.033 0.059
Si -5.451 -0.08 20.279 -0.007 0.011 0.059
Si -2.654 2.617 20.548 0.021 0.007 0.058
Si -5.44 5.474 20.459 0.012 0.026 0.062
Si -2.702 -8.128 20.65 -0.04 -0.029 0.045
Si -5.532 -5.443 20.365 -0.001 -0.012 0.036
Si -2.747 -2.818 20.512 0.025 -0.003 0.037
Si 1.123 -1.783 21.891 0.124 0.244 -0.756
Si 4.303 1.935 21.716 -0.141 -0.341 -0.669
Si 1.139 4.111 21.367 0.213 0.063 -0.716
Si 4.452 6.942 21.424 -0.25 -0.024 -0.723
Si 1.609 -6.676 21.576 -0.089 -0.109 -0.682
Si 3.829 -4.468 21.823 0.225 0.229 -0.756
Si 7.075 -0.984 21.705 -0.278 -0.194 -0.76
Si -6.937 1.157 21.548 0.095 0.236 -0.754
Si 6.648 4.003 21.517 0.247 0.073 -0.703
Si -6.537 7.099 21.81 -0.124 -0.249 -0.795
Si 6.563 -7.117 21.55 0.19 0.198 -0.795
Si 9.544 -3.914 21.654 -0.169 -0.169 -0.699
Si -4.493 -1.714 21.644 0.223 0.097 -0.745
Si -0.876 1.697 21.949 -0.438 -0.371 -0.595
Si -3.865 4.247 21.695 -0.237 -0.176 -0.801
Si -1.575 6.432 21.858 0.146 0.431 -0.657
Si -4.4 -6.903 21.802 0.219 0.054 -0.687
Si -1.143 -3.999 21.845 -0.233 -0.118 -0.682
Si 5.237 2.445 26.188 -0.056 0.152 0.01
Si 3.371 -2.269 -3.684 0.107 -0.006 0.019
Si -5.792 4.89 -2.041 -0.082 0.082 0.049
Si 2.366 -1.385 -6.473 -0.087 -0.068 0.045
Si -0.125 3.192 -4.987 0.08 -0.126 -0.105
Si -0.526 -2.776 -6.595 -0.103 0.055 -0.035
Si -1.547 -5.524 -6.015 -0.113 -0.015 0.013
Si 2.779 5.627 23.537 -0.054 0.048 -0.017
Si 7.197 5.141 -4.809 0.035 0.001 -0.08
Si 2.982 2.734 24.396 0.082 0.023 -0.139
Si 6.296 7.847 -4.205 0.011 -0.13 -0.169
Si 5.002 -4.448 24.739 -0.027 0.022 -0.126
Si 1.788 -1.144 24.898 -0.032 -0.035 -0.1
Si -2.36 -1.484 -4.43 -0.004 0.023 -0.069
Si -4.734 -1.194 -6.357 0.074 0.072 -0.038
Si -6.73 -2.772 25.781 0.007 -0.13 0.001
Si 5.878 -7.425 -7.096 0.198 0.066 0.071
Si -2.703 8.084 -2.114 0.016 0.053 0.151
Si -4.578 6.278 -6.52 0.056 0.002 0.123
Si 2.054 4.215 -2.953 -0.009 -0.036 0.164
Si -6.133 4.299 -4.908 0.073 -0.103 0.06
Si -1.664 5.632 -6.339 0.117 0.144 0.024
Si 6.466 5.1 26.111 -0.008 -0.033 0.121
Si -4.066 -4.971 -4.355 -0.03 0.046 0.038
Si -7.709 -3.991 -2.869 -0.051 -0.037 0.096
Si -4.077 -1.989 24.445 0.071 -0.043 -0.067
Si -1.077 0.893 -3.239 0.102 0.016 0.262
Si -3.075 -5.001 24.007 0.053 -0.092 -0.057
Si -5.704 2.951 23.777 -0.01 0.074 -0.13
Si 7.289 -1.394 24.694 0.027 0.085 -0.164
Si 1.379 -7.953 24.32 0.065 -0.09 -0.131
Si 0.189 1.561 24.776 -0.122 -0.054 -0.189
Si -7.346 -6.881 -4.156 0.053 0.099 0.003
Si -6.513 -3.387 -5.454 0.023 -0.041 0.005
Si 7.814 -5.457 23.874 -0.038 0.075 -0.16
Si -0.696 6.653 24.945 -0.1 -0.092 -0.073
Si 6.478 2.347 -4.387 -0.067 0.029 0.047
Si -7.855 -5.703 -6.791 -0.082 0.008 0.021
Si 2.886 -7.76 -1.928 -0.03 0.01 0.113
Si -4.749 -8.082 -4.092 -0.009 0.01 0.03
Si -7.93 5.237 23.811 0.017 0.038 -0.127
Si 5.887 -2.846 -2.104 -0.017 0.04 0.126
Si 1.602 -0.317 -2.54 -0.043 0.099 0.181
Si -8.113 2.706 -1.907 -0.093 0.067 0.134
Si -6.728 -5.889 26.258 -0.04 0.098 0.017
Si -0.874 8.123 -4.605 -0.019 -0.009 0.029
Si -3.114 -3.175 -2.127 -0.082 0.028 0.11
Si 2.064 6.997 -4.239 -0.032 -0.006 -0.021
Si 4.557 -1.778 26.172 -0.128 -0.033 -0.101
Si 3.881 1.875 -2.826 -0.001 -0.063 0.112
Si -5.686 1.785 -6.733 -0.013 0.107 -0.037
Si 4.25 -4.697 -4.78 0.098 0.021 -0.073
Si 3.293 -6.52 26.185 -0.052 0.015 0.099
Si 5.269 -6.47 -2.493 0.037 0.099 0.12
Si 1.311 -1.346 5.435 -0.007 0.009 0.013
Si 4.063 1.392 5.491 -0.02 0.009 0.018
Si 1.349 4.107 5.486 -0.016 0.001 0.017
Si 4.087 6.842 5.43 -0.019 -0.006 0.001
Si 1.385 9.539 5.425 0 -0.016 0.003
Si 4.089 -4.094 5.425 0.017 0.003 -0.003
Si 6.822 -1.374 5.489 0.01 0.005 0.012
Si 9.552 1.361 5.429 0.007 -0.01 0.011
Si 6.798 4.102 5.443 -0.022 0.002 0
Si -6.801 6.786 5.427 0.006 0.004 0.001
Si 6.8 -6.811 5.413 0.003 0.01 0
Si -6.792 12.186 5.474 0.009 -0.008 0.014
Si -4.065 -1.354 5.454 0.003 -0.007 0.009
Si -1.368 1.335 5.444 0.006 -0.01 0.007
Si -4.091 4.07 5.394 0.001 0.003 -0.005
Si -1.373 6.766 5.443 0.003 -0.006 0.009
Si -4.098 -6.803 5.455 -0.003 0.004 0.007
Si -1.347 -4.057 5.414 0.001 0.005 0.006
Si 2.697 -0.001 6.803 0.008 -0.007 0
Si 5.438 2.754 6.821 -0.001 0.002 0.002
Si 2.731 5.473 6.803 0.008 0.003 0
Si 5.45 -8.15 6.804 -0.002 -0.001 -0.007
Si 2.735 -5.44 6.805 -0.004 -0.001 -0.006
Si 5.432 -2.731 6.809 -0.004 0.008 0.008
Si 8.193 0.004 6.807 0.003 -0.009 0.003
Si -5.426 2.721 6.795 0.003 -0.004 -0.002
Si -8.162 5.448 6.807 0.002 -0.007 -0.001
Si -5.452 8.148 6.803 -0.004 0 0.004
Si -8.176 10.853 6.812 0.007 -0.003 0.003
Si -5.428 -2.734 6.796 -0.003 -0.006 0.001
Si -2.718 -0.005 6.824 0.001 0 0.007
Si -0.017 2.716 6.804 0.002 0.011 0.003
Si -2.734 5.412 6.793 0.006 -0.003 -0.002
Si 0.004 8.162 6.768 0.002 0.001 -0.002
Si -2.714 -5.428 6.777 -0.002 -0.001 0
Si -0.019 -2.709 6.812 -0.005 0.006 -0.003
Si 1.35 1.365 8.167 -0.008 -0.004 -0.011
Si 4.079 4.111 8.175 0.007 0.012 -0.003
Si 1.357 6.817 8.156 0.012 -0.011 -0.007
Si 4.086 -6.798 8.169 0.014 0 -0.002
Si 1.361 -4.075 8.15 0.007 0.007 0.005
Si 4.066 -1.363 8.155 -0.014 -0.015 0.002
Si 6.807 1.365 8.152 -0.009 -0.003 -0.011
Si -6.799 4.076 8.153 -0.001 0.004 -0.008
Si 6.8 6.806 8.17 -0.009 0.001 0.001
Si -6.81 9.504 8.17 -0.019 -0.009 0
Si 6.798 -4.086 8.166 0.004 -0.008 -0.006
Si -6.779 -1.365 8.164 0.01 0.013 -0.004
Si -4.075 1.365 8.168 0.016 0.003 0.008
Si -1.373 4.069 8.167 -0.011 -0.016 0.005
Si -4.08 6.791 8.151 -0.003 -0.003 -0.004
Si -1.354 -6.796 8.133 0.008 0.003 -0.005
Si -4.07 -4.083 8.16 -0.001 0.008 0
Si -1.37 -1.364 8.185 -0.008 -0.005 0.008
Si -0.007 0.004 9.529 0.002 -0.006 0
Si 2.718 2.73 9.518 0.004 0.006 -0.007
Si 0 5.442 9.508 0.002 0.007 -0.009
Si 2.719 -8.155 9.527 -0.006 0.001 -0.002
Si -0.001 -5.439 9.508 -0.006 -0.005 -0.005
Si 2.712 -2.718 9.519 0.005 0.005 0.005
Si 5.44 0.002 9.504 0.003 0.003 -0.002
Si -8.156 2.718 9.521 0.002 0.003 -0.005
Si 5.44 5.455 9.538 -0.001 -0.007 -0.003
Si -8.163 8.157 9.536 0.001 -0.005 0.001
Si 5.44 -5.439 9.529 -0.007 0.003 0.003
Si -8.154 -2.72 9.516 -0.008 0.003 -0.004
Si -5.43 -0.003 9.528 0.004 -0.007 -0.001
Si -2.719 2.713 9.535 -0.002 0 0.005
Si -5.439 5.434 9.514 -0.003 -0.008 0
Si -2.713 8.162 9.499 0 -0.003 -0.005
Si -5.44 -5.441 9.512 0.003 -0.002 -0.006
Si -2.727 -2.725 9.538 0 -0.001 0.004
Si 1.353 -1.359 10.878 -0.003 -0.001 -0.003
Si 4.082 1.362 10.87 0.003 -0.005 0.001
Si 1.353 4.082 10.88 -0.003 -0.005 -0.001
Si 4.075 -9.512 10.898 0.007 -0.005 0.001
Si 1.354 -6.794 10.879 0.011 0.005 0
Si 4.074 -4.074 10.876 -0.005 -0.004 -0.001
Si 6.8 -1.357 10.869 0 -0.003 -0.001
Si -6.796 1.354 10.882 0 -0.004 -0.003
Si -9.52 4.078 10.88 -0.009 0.014 -0.002
Si -6.795 6.793 10.876 -0.008 0.001 -0.002
Si -9.521 9.525 10.889 0.001 -0.002 -0.002
Si -6.792 -4.075 10.88 0.002 0.002 -0.003
Si -4.079 -1.36 10.901 -0.003 0.002 0.008
Si -1.364 1.353 10.899 -0.004 0.009 0.004
Si -4.081 4.077 10.878 0.006 -0.005 -0.005
Si -1.355 6.805 10.868 0.005 -0.011 -0.001
Si -4.074 9.52 10.864 -0.004 -0.004 -0.001
Si -1.36 -4.087 10.882 0.002 0.004 0.002
Si 2.716 0.002 12.227 -0.005 -0.005 -0.001
Si 5.442 2.713 12.239 0.006 0.004 -0.001
Si 2.712 5.436 12.248 -0.002 -0.002 0
Si 5.437 -8.146 12.252 0 0.008 0.012
Si 2.707 -5.424 12.233 0.006 0.004 0.001
Si 5.436 -2.713 12.229 -0.008 0 0.001
Si 8.164 -0.009 12.239 -0.005 0.005 0.001
Si -5.428 2.708 12.24 -0.001 0.014 0.001
Si -8.158 5.439 12.231 0.003 -0.017 0.001
Si -5.428 8.158 12.222 -0.004 -0.009 0.001
Si -8.156 10.889 12.237 0 -0.004 0.003
Si -5.441 -2.719 12.261 0.003 0.007 0.001
Si -2.719 -0.007 12.268 0.007 -0.009 0.008
Si -0.002 2.719 12.246 0.001 -0.002 -0.002
Si -2.71 5.436 12.222 -0.01 0.005 -0.003
Si -0.004 8.164 12.243 0 0.005 0.001
Si -2.725 -5.443 12.241 0.001 -0.007 0.001
Si -0.008 -2.716 12.238 0.01 -0.003 0.001
Si 1.356 1.348 13.597 0.006 0 0
Si 4.074 4.065 13.6 0.005 -0.009 0.004
Si 1.347 6.795 13.606 0.009 -0.006 0.011
Si 4.068 -6.771 13.592 -0.015 0.01 0.002
Si 1.348 -4.067 13.598 -0.006 0.007 -0.003
Si 4.062 -1.364 13.586 0.006 0.006 0.005
Si 6.803 1.345 13.597 0.005 -0.005 0.009
Si -6.794 4.074 13.575 -0.007 0.009 0
Si 6.812 -9.513 13.593 -0.003 0.001 0.004
Si -6.784 9.523 13.576 0.009 -0.009 -0.001
Si 6.803 -4.062 13.587 -0.002 -0.001 0.003
Si 9.521 -1.353 13.624 -0.012 -0.005 0.006
Si -4.078 1.356 13.626 -0.012 0.013 0.008
Si -1.373 4.073 13.6 0.007 0.005 -0.001
Si -4.059 6.801 13.574 0.008 -0.015 -0.005
Si -1.365 9.525 13.607 -0.003 -0.004 0.013
Si -4.075 -4.082 13.616 0.003 -0.002 0.005
Si -1.358 -1.375 13.624 0.004 -0.01 0.006
Si 0.011 -0.014 14.974 0.006 0.003 -0.009
Si 2.712 2.695 14.963 -0.001 0.002 -0.001
Si -0.026 5.431 14.965 0.003 -0.007 -0.002
Si 2.703 8.186 14.939 -0.003 0.008 -0.001
Si -0.023 -5.405 14.961 0.007 0.004 0.003
Si 2.698 -2.707 14.965 -0.006 -0.002 0.003
Si 5.422 -0.017 14.943 0 -0.003 -0.001
Si 8.191 2.701 14.936 0.002 0.005 0.004
Si 5.447 5.436 14.933 -0.002 -0.005 -0.001
Si 8.187 -8.148 14.942 0.007 0.002 0.002
Si 5.428 -5.399 14.944 -0.008 0.007 -0.002
Si 8.15 -2.715 14.973 0 -0.001 0.007
Si -5.433 0 14.999 0.003 -0.002 0.005
Si -2.71 2.711 14.988 0 0.009 0
Si -5.417 5.432 14.909 -0.008 0.001 -0.005
Si -2.718 8.15 14.96 -0.01 -0.014 0.002
Si -5.437 -5.454 14.961 -0.006 -0.005 -0.001
Si -2.714 -2.734 14.996 0.002 0.003 0.005
O -0.899 1.362 23.573 -0.402 -0.194 0.401
O -0.07 -2.841 22.29 -0.248 0.141 0.481
O -1.675 -4.763 23.201 0.226 -0.378 0.481
O -0.111 -5.445 -0.422 -0.03 0.138 -0.36
O -2.143 -3.912 -1.092 -0.118 0.059 -0.441
O 1.727 3.928 -1.395 0.285 -0.119 -0.084
O 2.742 -8.057 -3.507 0.103 0.396 -0.42
O 1.454 -7.345 -1.307 -0.197 -0.129 -0.315
O 3.462 7.282 -1.121 -0.009 -0.427 -0.181
O -3.019 -1.287 25.439 0.348 0.37 -0.095
O 6.667 -1.471 23.204 -0.463 -0.348 0.249
O -2.773 5.366 22.129 0.208 0.088 0.205
O -5.461 -8.07 22.275 0.086 -0.153 0.57
O 5.481 0.078 -0.186 0.107 -0.061 -0.293
O -5.801 5.311 -6.108 -0.25 -0.127 -0.471
O -3.27 -6.992 -1.239 0.312 0.32 -0.148
O 5.396 6.314 25.99 -0.016 0.341 -0.365
O 2.8 -2.525 -0.299 -0.123 -0.097 -0.151
O -3.95 7.447 -2.929 -0.306 -0.612 -0.038
O 1.018 -2.275 -6.647 0.02 -0.237 -0.194
O -6.501 6.257 -1.515 -0.247 0.11 -0.175
O 5.549 2.931 22.061 0.06 -0.001 0.224
O 0.026 8.086 25.156 -0.047 0.475 0.597
O -4.429 3.653 23.1 0.297 0.049 0.506
O 4.134 1.993 -1.234 -0.214 0.546 0.077
O 4.09 6.026 22.709 0.319 -0.047 0.123
O -8.126 -8.152 -0.615 0.088 -0.081 -0.477
O 2.787 0.695 -2.964 0.189 0.067 -0.402
O -6.202 1.719 22.876 0.023 -0.16 0.185
O 6.474 -6.277 -1.422 -0.045 0.351 0.011
O 1.833 -1.385 23.302 0.532 0.204 0.133
O -3.969 -2.033 -1.361 -0.21 0.113 -0.555
O -2.782 2.81 -0.433 0.037 0.138 -0.452
O -7.475 -4.574 22.975 -0.059 0.046 0.225
O 7.179 -6.596 22.946 0.157 -0.527 0.476
O 2.696 -5.599 22.156 -0.035 -0.034 0.082
O -5.657 -2.795 22.088 0.1 0.108 0.634
O 6.775 -1.863 -1.174 0.454 -0.011 -0.35
O 3.211 4.345 24.422 -0.032 0.219 0.617
O -6.299 -7.997 -3.659 -0.114 -0.482 0.497
O -1.227 1.213 -1.662 0.178 -0.032 -0.199
O -8.078 0.106 22.033 -0.179 0.183 0.288
O -0.453 -4.36 -6.276 0.558 -0.266 -0.14
O 5.763 3.795 25.469 0.137 -0.047 -0.556
O 7.209 4.83 22.793 -0.368 0.339 0.064
O -0.037 5.522 -0.363 0.282 0.221 -0.522
O 0.809 3.832 -3.866 -0.312 0.164 -0.057
O -5.215 -4.355 -5.307 0.329 -0.02 -0.202
O -4.985 0.398 -6.3 0.265 0.222 0.048
O 0.783 2.455 -6.105 0.063 0.154 -0.081
O -2.105 6.647 25.722 -0.199 -0.019 -0.126
O -7.676 4.509 -4.477 -0.144 0.013 0.554
O 6.909 -6.18 -6.896 -0.263 0.373 0.108
O 6.969 3.503 -1.235 -0.163 -0.126 -0.31
O 1.99 0.157 -6.692 -0.1 0.096 0.207
O 5.447 8.099 21.991 -0.097 0.089 0.516
O 6.596 -4.602 24.519 0.147 0.204 0.226
O -1.646 7.017 -5.497 -0.605 0.246 0.104
O 7.312 5.884 -6.236 -0.059 0.408 0.052
O -3.952 -6.047 23.125 -0.216 0.205 0.473
O -4.515 7.527 -5.512 0.244 0.257 -0.198
O 4.917 -3.835 -1.22 0.083 -0.44 -0.129
O -1.606 -7.814 -3.215 0.104 0.312 -0.01
O 7.713 2.191 -3.348 0.179 -0.626 -0.144
O 4.974 -3.639 -5.814 0.42 0.184 0.179
O 6.942 1.769 -5.826 -0.33 -0.427 -0.201
O 1.621 5.09 22.567 -0.062 0.068 0.373
O 0.132 2.969 21.932 0.308 0.072 0.21
O -4.251 -6.554 -4.166 0.324 0.041 -0.063
O 3.546 1.839 23.156 0.066 -0.191 0.134
O 3.316 -1.034 25.432 0.207 0.262 0.101
O -7.682 -6.246 25.016 0.093 -0.534 -0.071
O -6.356 -4.314 26.089 0.545 0.132 0.214
O 0.369 5.565 25.546 -0.158 -0.689 -0.01
O -6.833 3.676 -1.859 0.259 0.017 0.087
O 4.382 -4.03 23.294 0.083 0.359 0.151
O 6.148 3.921 -4.656 -0.275 0.257 0.09
O 0.955 -7.453 22.848 -0.59 -0.129 0.047
O -7.069 -6.636 -5.732 0.544 -0.323 -0.197
O -5.304 -5.441 -0.437 0.195 0.161 -0.547
O -0.903 6.521 23.344 0.326 0.07 0.07
O 4.514 -3.36 25.836 -0.019 -0.178 0.353
O 4.869 -2.013 -3.075 0.289 0.597 -0.142
O 1.394 2.547 24.366 -0.263 0.589 -0.334
O 4.49 -5.836 25.359 0.577 -0.332 0.164
O 6.013 -1.347 25.665 -0.014 0.047 0.174
O 3.741 2.126 25.691 -0.263 -0.294 0.42
O -3.816 -1.637 -5.102 -0.279 -0.441 0.172
O -0.452 2.214 26.113 -0.352 0.319 0.041
O -5.551 -1.945 25.089 -0.375 0.138 0.07
O -6.896 4.015 23.933 -0.11 0.004 0.304
O -7.325 -5.51 -3.306 0.074 -0.132 0.128
O 2.284 7.01 24.233 0.103 0.135 0.462
O 2.606 6.618 -5.709 0.048 0.013 0.143
O -2.039 7.009 -1.133 -0.351 -0.359 -0.155
O -1.209 -1.805 -5.5 0.21 0.4 0.175
O 7.532 -7.496 -3.998 0.004 0.34 0.194
O -7.096 -3.74 -1.394 0.173 0.351 -0.077
O 3.307 3.287 -3.346 0.402 0.156 -0.425
O 5.323 5.419 -0.461 -0.002 0.05 -0.438
O -5.792 2.801 -5.448 0.096 -0.208 0.313
O 7.015 -3.705 -2.879 -0.266 -0.239 -0.357
O -2.625 -4.809 -5.053 0.142 0.473 0.202
O 0.896 0.167 25.166 -0.263 0.073 0.541
O -2.942 -5.614 25.504 0.503 0.148 0.107
O 7.774 5.531 25.272 0.181 0.068 0.442
O 3.843 -6.458 -1.719 -0.22 0.423 0.273
O 0.517 7.392 -4.319 -0.144 -0.177 0.106
O -6.11 -2.036 -6.243 -0.475 0.162 -0.145
O -8.094 -0.137 25.153 0.414 0.045 -0.195
O -8.049 -2.661 24.869 -0.024 -0.332 -0.158
O 5.698 8.114 -5.682 -0.537 -0.298 -0.02
O 1.033 -2.315 25.721 -0.101 -0.403 -0.127
O -5.526 -0.084 -0.477 -0.217 0.171 -0.304
O 3.362 -5.708 -5.659 -0.182 -0.381 0.201
O 1.199 -0.382 -0.969 -0.224 0.253 0.016
O -4.484 4.663 -1.137 0.134 0.267 -0.209
O -7.176 6.532 23.202 -0.083 0.305 0.537
O 6.691 6.325 -3.851 -0.174 -0.062 0.606
O 2.143 -6.796 25.1 -0.269 0.653 -0.228
O -1.09 2.178 -4.197 -0.344 0.217 -0.033
O -7.046 -3.008 -3.971 0.264 0.43 -0.009
O -3.239 5.381 -6.568 -0.181 -0.404 -0.219
O 2.354 5.76 -3.247 0.337 0.332 0.108
O 3.219 -3.861 -3.869 -0.466 -0.337 0.005
O -3.749 -3.544 24.137 0.082 -0.06 0.159
O -5.301 -6.641 26.219 -0.226 -0.665 -0.274
O -2.148 -2.501 -3.212 0.407 -0.084 0.012
O -3.986 -1.125 23.081 0.434 0.673 0.078
O 3.117 -1.465 -5.049 0.263 0.386 -0.04
O 0.315 0.081 -3.413 0.144 -0.07 -0.555
O -1.038 4.364 -5.589 -0.184 -0.29 0.216
O 5.192 1.596 -3.743 0.056 -0.3 -0.065
O 2.121 -1.817 -2.786 -0.351 -0.382 0.11
O -7.685 -4.171 -6.274 -0.429 0.303 -0.198
O -0.762 -6.79 -5.387 0.538 0.357 -0.153
O -7.639 1.402 -1.094 -0.344 -0.323 -0.242
O 5.315 -8.002 -3.029 -0.273 -0.434 0.213
O -5.281 2.399 25.225 0.455 -0.403 -0.041
O 6.321 1.329 25.829 0.037 -0.458 -0.287
O -4.074 -4.213 -2.92 -0.298 -0.071 0.438
O 5.262 -5.486 -3.788 0.271 0.004 -0.173
O -2.278 -0.008 -3.804 -0.726 0.453 -0.139
O -5.316 4.802 -3.594 0.548 0.068 -0.114

Results
total energy: -101654.098 eV
total energy less fixed offsets of O -438.25, Si -107.07 eV per atom: -0.898 eV
